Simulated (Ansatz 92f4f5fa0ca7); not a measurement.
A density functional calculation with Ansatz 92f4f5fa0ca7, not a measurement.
Periodic cell of 208 atoms, Si128O80, from a study of silicon, its oxide and their interface. The atomic structure is a simulated model.
This geometry differs little from another in the collection (a relaxation step or a small displacement).

Settings
functional: r2SCAN
potential files: Ansatz PAW
basis: plane waves
wave-function cutoff: 800 eV
density cutoff ratio: 5
exchange-correlation grid ratio: 1
k mesh: 1 x 1 x 1, shifted by 0.5 0.5 0 of a step
self-consistency stop: 1e-10 eV per atom in the density residual
occupations: fixed
spin: none
net charge: 0

Cell vectors (angstrom)
a	10.88	0	0
b	0	10.88	0
c	-4.5251	-1.506	29.9014

Atoms: element, x, y, z (angstrom)
Si	1.4343	-1.6062	0.1618
Si	4.4198	1.1162	0.2231
Si	1.0186	4.3651	0.005
Si	3.6842	-3.7913	-0.0674
Si	-4.2596	-1.1019	0.1444
Si	-1.5299	1.5953	0.0625
Si	7.1054	3.777	0.0544
Si	-1.1583	-4.2242	0.1656
Si	2.6967	-0.0055	1.3629
Si	5.5372	2.7171	1.4568
Si	2.6932	-5.445	1.2863
Si	5.3873	-2.7546	1.2576
Si	-2.6764	0.0314	1.4156
Si	-0.0113	2.7662	1.3828
Si	8.1608	5.4106	1.3802
Si	-0.0098	-2.752	1.5529
Si	1.3637	1.3869	2.7006
Si	4.082	4.1042	2.6693
Si	1.3879	-4.1457	2.8025
Si	4.0681	-1.3977	2.7154
Si	6.8605	1.356	2.832
Si	9.5235	4.0897	2.7908
Si	6.753	6.793	2.6573
Si	-1.3704	-1.3361	2.7851
Si	0.011	0.0315	4.0873
Si	2.7297	2.7397	4.0501
Si	0.0077	5.4192	4.1509
Si	2.7388	-2.7419	4.1102
Si	5.4372	-0.0317	4.0903
Si	8.1923	2.7293	4.1606
Si	5.4238	5.4529	4.0557
Si	8.1153	-2.7282	4.0574
Si	1.4019	-1.3661	10.9079
Si	4.1006	1.3481	10.9156
Si	1.3673	4.0969	10.7916
Si	4.0687	-4.057	10.8394
Si	6.7537	-1.3454	10.7808
Si	-1.3848	1.376	10.837
Si	6.8126	4.0384	10.9138
Si	-1.3415	6.7825	10.8738
Si	2.7655	-0.0115	12.3037
Si	5.4512	2.6881	12.3118
Si	2.6921	5.4614	12.1603
Si	5.4362	-2.6847	12.1739
Si	-2.8306	0.0333	12.1256
Si	0.0247	2.7435	12.1335
Si	8.1901	5.4108	12.2372
Si	0.0319	-2.7452	12.2227
Si	1.3617	1.413	13.5402
Si	4.0544	4.1296	13.5336
Si	1.3759	-4.1024	13.6217
Si	4.1523	-1.3683	13.6809
Si	-4.0937	1.3061	13.7087
Si	-1.2792	4.0709	13.5678
Si	6.7971	-4.0715	13.4968
Si	-1.4372	-1.3426	13.3602
Si	-0.3109	0.2097	14.6364
Si	2.4993	3.0049	14.856
Si	0.2666	-5.687	14.9766
Si	3.0078	-3.0045	14.9046
Si	5.7908	-0.3783	15.1117
Si	-2.3944	2.4614	14.8355
Si	5.2251	5.6943	14.8225
Si	-2.8449	-2.5574	14.7679
Si	-1.5777	5.0809	-4.2018
Si	-1.2169	3.3407	20.4972
Si	6.8237	2.4753	19.2993
Si	2.5767	-4.6504	19.8799
Si	1.8649	3.4028	19.5678
Si	2.1605	2.2967	-4.7448
Si	4.1138	-2.0949	20.2058
Si	5.2987	0.1655	18.2643
Si	3.2854	1.1822	-2.4722
Si	1.1099	4.424	-3.0026
Si	3.6776	-2.8625	-5.5992
Si	2.863	1.5459	17.4823
Si	4.8604	-0.3888	-4.4426
Si	7.89	-2.8942	-1.9786
Si	1.4059	-1.1879	16.8022
Si	1.3455	-1.5956	21.4215
Si	0.1756	-2.814	19.0983
Si	6.2012	-2.8244	-7.1096
Si	4.3518	2.6778	21.3575
Si	3.7125	3.7639	-6.7505
Si	3.8146	-4.7795	-3.1117
Si	0.0915	0.2478	-5.0299
Si	5.8684	1.933	-6.2396
Si	6.5515	5.3908	-2.5668
Si	-1.9736	2.4953	-6.0219
Si	-1.5715	-4.3163	17.1092
Si	7.574	-1.951	-4.7922
Si	-0.9062	-4.4899	-6.7732
Si	0.2934	0.1199	-2.0397
Si	-1.18	-1.4128	-6.884
Si	2.1542	-4.6577	-7.0872
Si	7.1329	4.3453	16.9803
Si	1.3603	-1.3536	5.4212
Si	4.0757	1.3651	5.4125
Si	1.3797	4.0554	5.4729
Si	4.0963	6.79	5.4652
Si	6.7929	-1.3828	5.4596
Si	-1.331	1.358	5.4881
Si	6.7858	4.1022	5.4317
Si	9.4974	-4.0656	5.4303
Si	2.7089	0.0097	6.7731
Si	5.4369	2.7263	6.7738
Si	2.7356	5.4293	6.8187
Si	5.4477	-2.7359	6.8286
Si	-2.7114	-0.0159	6.8087
Si	0.0245	2.7059	6.8412
Si	8.1463	-5.4267	6.7887
Si	-0.0101	-2.7039	6.7752
Si	1.3784	1.3411	8.1869
Si	4.1027	4.0679	8.1701
Si	1.3521	6.8156	8.1265
Si	4.0613	-1.3473	8.1213
Si	6.792	1.3661	8.1263
Si	-1.3712	4.0894	8.1307
Si	6.8097	-4.0949	8.1849
Si	-1.3435	-1.3659	8.1705
Si	0.0137	-0.0146	9.5483
Si	2.7537	2.7016	9.5249
Si	-0.0099	5.452	9.4681
Si	2.7143	-2.7025	9.484
Si	5.4051	0.021	9.466
Si	8.1485	2.7288	9.4823
Si	5.4556	5.4198	9.5505
Si	8.1753	-2.7268	9.52
O	-0.7935	1.059	-1.2958
O	-0.0309	-5.3004	-0.3064
O	2.3477	-2.3861	16.2702
O	-1.9394	-5.3656	-7.6349
O	-2.6661	2.6693	-0.4345
O	3.9198	1.8336	-1.1508
O	5.5033	0.003	-0.286
O	4.1255	-4.1059	15.4002
O	-2.1254	-3.2222	16.0648
O	-0.3321	-5.0807	16.3821
O	5.0832	1.0005	-5.2035
O	-1.2933	-4.5618	-5.2074
O	3.9827	-4.3619	-1.5577
O	6.4691	4.3697	-1.3203
O	3.8435	-3.5348	-4.1411
O	0.5172	-1.1988	-1.1347
O	2.2849	0.1192	17.0515
O	-1.1253	-3.5532	18.4755
O	7.9459	3.2108	16.1724
O	5.7105	2.6719	20.4632
O	0.1637	-0.9303	-6.1329
O	7.3971	1.9917	-5.7585
O	2.578	-2.6314	-0.3783
O	6.9611	-1.4841	15.3523
O	3.8618	-3.6504	19.7231
O	-0.88	2.1699	21.5532
O	4.1158	1.2618	18.4576
O	-0.3599	5.0995	-3.1268
O	5.3433	-0.0935	16.6622
O	5.6665	1.3172	-7.7318
O	-1.3219	1.3108	15.3278
O	1.0394	3.294	-4.1628
O	7.3548	-1.5739	-1.2334
O	2.2711	-4.981	21.4503
O	2.6867	2.667	-6.1996
O	2.2745	-3.2366	-6.3185
O	5.9676	5.0104	16.0951
O	5.2075	3.4192	-6.2402
O	-1.8208	4.6482	21.2792
O	-2.4656	2.7569	19.6134
O	-1.6274	3.7592	-5.1064
O	1.7494	0.812	-2.1296
O	-1.7296	-3.5182	-1.1911
O	4.9393	-1.1885	19.1228
O	-1.8855	2.8723	-7.5945
O	-1.0394	-2.9645	-7.2662
O	0.259	-0.8189	15.7522
O	-0.2866	-0.22	-3.5168
O	4.7408	-3.3687	-6.7291
O	-2.5488	-2.5189	-3.4879
O	2.6611	4.7787	19.1765
O	3.2799	2.3469	16.1382
O	7.8773	5.1533	-3.4532
O	6.1699	-1.2144	-7.3472
O	3.8667	-1.2865	-5.3536
O	6.4182	3.5944	18.2051
O	6.6821	-3.9706	-2.0016
O	0.6517	-1.6326	18.1304
O	3.1249	5.194	-6.2599
O	-2.7198	-5.3893	17.4887
O	3.3188	2.3175	-3.6185
O	5.1675	5.2323	-3.4071
O	4.1426	-0.0894	-3.0165
O	1.5873	0.8155	-4.9266
O	7.081	-3.1423	-5.7851
O	0.0483	-2.0922	20.5577
O	1.3886	4.0784	15.4226
O	6.2926	-1.1192	-4.2515
O	1.3074	-3.941	19.2113
O	6.6494	0.9296	18.7697
O	-2.3178	-1.0996	-5.7501
O	2.6368	-1.4517	20.4378
O	1.3448	3.8149	-1.5107
O	2.8596	2.7026	20.6719
O	0.5936	-5.0625	-7.0319
O	-0.923	1.3559	-5.6146
O	0.2682	3.6938	19.8837
O	1.7852	2.4159	18.2945
O	4.8898	-2.1198	21.6347
O	2.3791	5.3829	-3.3132

Results
free energy: -127503.395 eV
free energy less fixed offsets of O -570.45, Si -639.56 eV per atom: -3.715 eV

Forces (eV/angstrom), in the order of the atoms: element, x, y, z
Si	-0.0043	0.0002	-0.0342
Si	-0.0017	0.0081	-0.038
Si	-0.0006	-0.005	-0.0387
Si	-0.0017	-0.0034	-0.0382
Si	0.003	-0.0011	-0.0364
Si	0.0069	-0.0008	-0.0374
Si	-0.0069	0.004	-0.0422
Si	-0.0025	0.0032	-0.0353
Si	0.0011	-0.0011	-0.0038
Si	0.0013	0.0023	-0.0041
Si	0.0019	0.0021	-0.0005
Si	-0.0038	-0.0012	-0.0026
Si	0.0015	0.0005	0.0066
Si	0.0005	-0.0005	-0.0005
Si	-0.0023	-0.0028	0
Si	-0.0025	0.0016	-0.0036
Si	0.0002	-0.0027	0.0009
Si	-0.0006	0.0016	-0.0043
Si	0.0027	-0.001	0.0026
Si	-0.0028	-0.0006	0.0048
Si	0.0012	0.0002	0.0028
Si	-0.0022	-0.0001	-0.0012
Si	-0.0002	0.0008	-0.0029
Si	-0.0013	0.0017	0.0001
Si	0.0004	0.0021	-0.001
Si	-0.0005	0	-0.0009
Si	0.0018	0.0003	-0.0015
Si	0.0012	-0.0003	0.003
Si	0.0003	-0.0003	-0.0024
Si	-0.0005	-0.0019	-0.0024
Si	-0.0015	0.0006	-0.0007
Si	-0.0005	-0.0004	-0.0031
Si	0.0019	0.0012	-0.0018
Si	0.0013	0.0004	-0.0024
Si	0.0004	0.0015	0.0029
Si	-0.0006	0.0011	-0.0043
Si	-0.0014	0.0014	0.0016
Si	-0.0018	0.001	-0.0023
Si	0.0005	-0.0009	-0.0025
Si	-0.0003	-0.0002	0.0033
Si	-0.0002	-0.0006	-0.0008
Si	0.0006	-0.0017	-0.0023
Si	-0.0021	0.0006	0.001
Si	-0.0005	0.0021	0.0054
Si	-0.0028	0.0009	-0.0035
Si	0.0007	0.0021	-0.0037
Si	0.0011	-0.0013	-0.0041
Si	0.0003	-0.0035	-0.0048
Si	-0.0002	0.0009	-0.0025
Si	0.0011	0.0011	-0.0059
Si	-0.0014	-0.0019	-0.0076
Si	0.002	-0.0006	0.0033
Si	0.001	-0.0001	-0.0056
Si	0.0036	0.0007	0.0023
Si	0.0015	0.0004	0.0023
Si	-0.0004	-0.0018	-0.0037
Si	0.0037	-0.0077	0.0293
Si	0.0089	-0.005	0.0327
Si	-0.0039	0.0006	0.0413
Si	-0.0015	0.0051	0.0336
Si	-0.0054	0.0015	0.0415
Si	-0.0022	0.006	0.0264
Si	0.0076	-0.0039	0.0311
Si	0.0049	-0.0042	0.0283
Si	0.0045	-0.0043	-0.0411
Si	0.0026	-0.0017	0.0219
Si	0.0049	-0.0015	0.0437
Si	0.0043	-0.0006	0.0224
Si	0.0007	0.0079	0.0344
Si	0.0022	-0.0035	-0.0315
Si	-0.0062	-0.0089	0.0269
Si	0.0005	-0.0017	0.0726
Si	-0.0014	-0.0042	-0.0702
Si	-0.0049	0.0054	-0.0586
Si	-0.0023	0.0039	-0.027
Si	-0.0066	0.0033	0.0601
Si	0.0044	0	-0.0433
Si	-0.0054	-0.0066	-0.0628
Si	-0.0099	0.0078	0.0599
Si	0.0049	0.0038	0.014
Si	0.0168	-0.0042	0.0484
Si	-0.0031	0.0035	-0.0037
Si	-0.0015	-0.0012	0.0161
Si	0.002	0.0001	-0.0047
Si	-0.0077	0.005	-0.0703
Si	-0.0009	0.0042	-0.0399
Si	0.0062	0.0026	-0.0125
Si	0.0057	0.0072	-0.0652
Si	-0.0068	-0.0063	-0.0149
Si	-0.0051	0.0021	0.0606
Si	-0.0067	0.0065	-0.0463
Si	0.0022	0.0009	-0.0175
Si	0.0139	0.0029	-0.0597
Si	0.0037	-0.0051	-0.0089
Si	-0.0017	-0.0022	-0.0004
Si	-0.0025	-0.0008	0.0568
Si	0.0009	-0.0005	0.001
Si	0.0005	0.001	0.001
Si	-0.0011	0	-0.0024
Si	0.0003	-0.0003	-0.0018
Si	0.0011	-0.0003	-0.0009
Si	-0.001	0.0007	-0.0001
Si	0.0002	-0.0005	0.0021
Si	0.0001	-0.0004	0.0024
Si	-0.0001	-0.0008	-0.0005
Si	-0.0003	0.0006	-0.0009
Si	-0.0005	-0.0001	-0.0005
Si	-0.001	0.0003	-0.0011
Si	-0.0008	-0.0002	-0.0012
Si	0.0004	0.0015	-0.001
Si	-0.0002	0.0011	-0.0014
Si	-0.001	-0.0001	-0.0014
Si	-0.0002	0.0006	0.0006
Si	0.0006	0.0011	0.001
Si	0.0016	0.0007	0.0003
Si	0.0002	-0.0005	-0.0005
Si	0.0001	0.0007	0.0003
Si	-0.0007	-0.0005	0
Si	0.001	-0.0008	0.0002
Si	0.0004	-0.0008	0.0012
Si	0	-0.0005	0.0004
Si	0.0006	0.0001	-0.0031
Si	-0.0006	0.0006	-0.0002
Si	-0.001	-0.0003	0.0005
Si	-0.001	0.0012	-0.0002
Si	-0.0005	0.0019	0.0014
Si	-0.0004	-0.0001	0.0013
Si	0.0006	0.0002	-0.0035
O	-0.0169	0.0106	0.0332
O	-0.0029	0.0032	0.0192
O	0.0132	-0.0136	-0.032
O	0.0008	-0.0005	0.0001
O	0.0004	-0.0018	0.021
O	0.0089	-0.0019	0.0454
O	0.0009	-0.0007	0.0155
O	-0.0007	0.002	-0.017
O	-0.0129	0.014	-0.0377
O	0.0156	-0.0119	-0.0401
O	-0.0053	-0.008	0.0137
O	-0.001	-0.0068	0.02
O	-0.0022	0.0118	0.057
O	0.0058	-0.0157	0.0436
O	0.0002	-0.01	0.0258
O	0.0062	-0.0137	0.0346
O	-0.0078	-0.0079	-0.0316
O	-0.0095	-0.0074	-0.0293
O	0.012	-0.0174	-0.0357
O	0.0055	-0.0028	-0.0106
O	0	0.0025	0.0145
O	0.0043	0.0027	0.0014
O	-0.0003	0.0043	0.0127
O	0.0033	-0.0013	-0.0161
O	-0.0008	-0.0012	-0.0102
O	-0.0054	0.0026	-0.0035
O	-0.0071	-0.0013	-0.0293
O	0.0074	-0.001	0.0214
O	0.0039	-0.006	-0.0531
O	0	-0.0013	-0.0016
O	0.0016	-0.0008	-0.0102
O	-0.0034	0.0108	0.0255
O	-0.0119	0.0123	0.0354
O	-0.0007	0.0008	-0.0068
O	-0.0034	-0.0035	0.011
O	0.0027	0.0024	0.0038
O	-0.0166	0.0127	-0.0348
O	-0.0036	-0.0002	0.0045
O	-0.0003	-0.002	-0.0069
O	-0.0102	-0.0001	-0.0114
O	0.0004	0.0093	0.0158
O	-0.0086	-0.0053	0.0205
O	0.0123	-0.0089	0.0343
O	0.006	0.0129	-0.0246
O	-0.0005	0.0022	0.0025
O	-0.0019	-0.0001	0.0068
O	-0.0156	0.0129	-0.0311
O	-0.0003	-0.0017	0.0412
O	-0.001	0.0008	0.0031
O	0.0037	-0.0091	0.0384
O	-0.001	-0.0021	-0.0086
O	-0.0031	0.0164	-0.0467
O	-0.0173	0.0029	0.0198
O	-0.0007	-0.002	-0.0019
O	0.0016	0.0021	0.0127
O	0.0026	0.0133	-0.0283
O	0.0041	0.0068	0.0274
O	0.0191	0.0146	-0.0383
O	-0.0006	-0.0014	0.0031
O	0.0021	0.0018	-0.0164
O	0.005	-0.0021	0.025
O	0.0046	0.0005	0.0265
O	-0.0102	0.0076	0.0297
O	-0.0002	0.0003	0.0149
O	0.0029	0.0004	0.0119
O	-0.0029	-0.0055	-0.014
O	-0.0007	0.0045	-0.0105
O	0.0019	-0.001	0.0175
O	-0.0092	0.0044	-0.013
O	-0.0077	-0.0076	-0.0175
O	-0.0047	-0.003	0.0123
O	0.0025	-0.0007	-0.0078
O	-0.0001	-0.0016	0.053
O	-0.0044	-0.0006	-0.0132
O	-0.0016	-0.0005	0.0041
O	0.0024	-0.0021	0.0057
O	0.0033	-0.0026	-0.0116
O	0.0075	-0.0154	-0.033
O	-0.0008	0.0018	-0.0074
O	0.003	-0.0006	0.023

The program warned: the cutoff lies below the one the program advises for these potential files; the forces do not sum to zero within the program's tolerance; empty levels may hold ghost states of the PAW files; the exchange-correlation potential is rough where the density is thin.
